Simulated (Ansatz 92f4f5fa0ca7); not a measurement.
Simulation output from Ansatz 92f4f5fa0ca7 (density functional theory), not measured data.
Periodic cell of 153 atoms, Si99O54, from a study of silicon, its oxide and their interface. The atomic structure is a simulated model.

Settings: functional r2SCAN; potential files Ansatz norm-conserving; basis plane waves; wave-function cutoff 1300 eV; density cutoff ratio 4; exchange-correlation grid ratio 1; k mesh 2 x 2 x 1, shifted by 0.5 0.5 0.5 of a step; self-consistency stop 5e-08 eV per atom in the density residual; occupations Fermi-Dirac, 0.05 eV; spin none; net charge 0.

Cell vectors (angstrom)
a 11.54 0 0
b 0 11.54 0
c 0 0 20.2961

Atoms and the computed forces on them: element, x, y, z (angstrom), force x, y, z (eV/angstrom)
Si 0.2347 -0.1802 -1.2324 2.3937 -0.579 -1.3454
Si 0.8288 3.9358 1.88 2.0832 -0.8444 -3.5573
Si 1.1659 8.1609 -1.7599 -0.7603 1.8761 0.943
Si 4.1779 1.0905 0.5528 -1.2326 -3.0551 1.0414
Si 4.9257 3.0616 -0.9592 2.3645 4.7807 0.7918
Si 4.7535 6.9163 -0.7434 0.6216 1.8341 -1.5188
Si 8.8262 -1.1037 -0.721 -1.1444 0.5506 -1.3234
Si 8.4875 6.0512 -0.0243 -2.1203 -3.2721 -0.592
Si 6.6588 9.3602 0.0182 -1.2654 -2.6188 0.1025
Si 1.8973 0.1387 1.0554 0.4244 -0.0765 0.6437
Si 2.4684 5.6988 0.6517 -0.9939 -1.736 -6.9885
Si 0.8853 8.0637 1.0788 0.6206 -0.9823 -0.3543
Si 6.1217 -0.2734 1.0171 -0.081 1.3586 1.7114
Si 6.0825 3.8311 1.1847 0.4161 -0.3743 0.4382
Si 5.4938 7.6201 1.5373 0.1376 1.1251 -2.083
Si 8.284 -0.0102 2.1641 0.6319 -0.6737 -1.5515
Si 10.1842 3.9712 1.1098 -0.3829 0.0993 1.9567
Si 9.9908 7.7874 1.4317 2.8326 -0.2283 2.9174
Si 1.8911 1.9432 2.7089 -0.7169 -0.2264 -0.7713
Si 1.94 5.7951 2.675 -0.4364 0.8575 2.8326
Si 1.9654 9.6167 2.5758 -0.9243 0.7996 -0.4729
Si 5.8273 1.8812 2.6692 0.4126 0.4477 0.4875
Si 5.764 5.7519 2.8002 0.1324 -1.1158 -1.5296
Si 5.7363 9.6059 2.6562 0.0302 0.2315 0.8765
Si 9.6031 1.8399 2.5666 -0.0589 1.137 -0.5548
Si 9.6136 5.7895 2.7426 0.1576 -0.0828 -0.9564
Si 9.6702 9.6205 2.6378 -1.5221 1.247 0.6666
Si 0 1.9233 4.037 -0.3721 -0.4124 -0.0632
Si 0 5.77 4.037 -0.0329 0.6536 0.6253
Si 0 9.6167 4.037 0.6909 0.3544 -0.429
Si 3.8467 1.9233 4.037 0.2082 -0.0097 -0.3879
Si 3.8467 5.77 4.037 -0.5784 -0.0826 0.6601
Si 3.8467 9.6167 4.037 -0.1047 0.0659 -0.2571
Si 7.6933 1.9233 4.037 0.1587 0.2683 0.0992
Si 7.6933 5.77 4.037 0.2278 -0.1921 0.4188
Si 7.6933 9.6167 4.037 0.0134 -0.41 -0.1727
Si 0 0 5.3826 -0.331 0.0792 0.1944
Si 0 3.8467 5.3826 0.0347 -0.0076 -0.0397
Si 0 7.6933 5.3826 -0.1808 -0.0898 0.1311
Si 3.8467 0 5.3826 -0.3929 0.0863 -0.0312
Si 3.8467 3.8467 5.3826 -0.095 -0.1701 -0.1037
Si 3.8467 7.6933 5.3826 0.1799 -0.2712 0.0234
Si 7.6933 0 5.3826 0.2575 -0.0407 0.1887
Si 7.6933 3.8467 5.3826 0.031 0.0685 0.1773
Si 7.6933 7.6933 5.3826 -0.1722 -0.027 0.2261
Si 1.9233 0 6.7283 0.6052 -0.2876 -0.1544
Si 1.9233 3.8467 6.7283 0.3083 -0.3406 0.0979
Si 1.9233 7.6933 6.7283 -0.5723 0.3299 0.4274
Si 5.77 0 6.7283 0.101 0.5034 0.4482
Si 5.77 3.8467 6.7283 -0.2468 0.2428 -0.316
Si 5.77 7.6933 6.7283 -0.2325 0.0223 0.2899
Si 9.6167 0 6.7283 -0.2855 -0.162 0.515
Si 9.6167 3.8467 6.7283 0.0966 0.5209 -0.3345
Si 9.6167 7.6933 6.7283 0.1417 -0.1083 0.1527
Si 1.9691 1.8677 8.1177 0.5265 0.7314 -1.2501
Si 1.8472 5.7647 8.0883 -0.1882 -1.0378 -2.3584
Si 1.9297 9.6506 8.1631 0.3148 0.3424 -0.6255
Si 5.8254 1.9968 8.1196 -2.0455 -1.1216 -1.3853
Si 5.6317 5.752 8.0946 -1.1915 0.5441 0.5664
Si 5.7139 9.6365 8.0523 -0.059 -0.8895 1.2537
Si 9.6179 1.965 8.0577 0.3414 -0.298 0.8152
Si 9.5166 5.756 8.0938 0.714 -0.4478 0.713
Si 9.6042 9.5747 8.0779 -0.5245 -0.3053 1.6435
Si 0.1788 1.1563 9.3052 -1.8214 0.7727 0.2619
Si 0.0804 5.3768 9.4282 -2.6414 0.241 1.028
Si 0.1376 9.6019 9.5783 -1.764 -0.938 1.0336
Si 3.8749 2.2289 9.3993 -0.0716 2.6304 -0.6874
Si 3.1471 6.0845 9.8173 2.208 -0.0937 1.218
Si 3.7614 9.6891 9.5594 0.985 0.8221 1.033
Si 7.5797 2.7969 9.0469 2.6009 -0.1273 0.5728
Si 7.4989 5.0474 9.148 1.6776 0.3676 0.0791
Si 7.337 8.6815 9.5346 0.6753 1.1911 0.0021
Si -1.1862 -0.2146 10.9387 -1.1057 -0.2933 1.0393
Si 0.8534 2.829 10.7939 -0.5985 4.0344 2.1484
Si 1.1195 7.1855 10.4314 -1.2785 1.257 -1.1395
Si 4.2426 0.4823 10.55 1.5979 -3.5221 4.5186
Si 3.3487 4.0629 11.1064 -1.5579 0.0707 -0.0066
Si 3.9961 8.0341 11.6712 -0.8689 1.1253 0.5365
Si 7.0412 -1.1601 11.371 1.6436 -0.1415 -0.5613
Si 8.7365 4.6831 11.5685 -0.6547 -1.7477 3.732
Si 5.9414 8.4921 13.3114 0.774 -0.0515 0.3768
Si 7.628 -0.0142 16.877 5.3703 3.2098 3.582
Si -0.2775 6.3934 16.746 -4.4612 -0.511 3.2954
Si 11.868 1.8325 16.8822 1.8806 0.0823 7.2615
Si 5.6991 4.2163 12.9232 0.494 -0.7231 1.2003
Si 9.8534 3.9123 18.301 2.0424 4.5288 -0.5064
Si 8.5305 6.7077 13.5342 -1.3165 -4.0295 1.2104
Si 13.288 7.2341 13.0714 6.6586 6.397 14.994
Si -1.1454 1.9189 13.1607 -2.4389 1.054 -1.6857
Si 5.3304 5.2891 15.926 -0.2975 -2.1063 -0.3312
Si 9.9021 11.4838 15.2115 1.0733 -2.1865 0.4835
Si 4.8616 -0.2349 15.7735 0.239 -0.6153 1.6403
Si 4.1639 8.0673 16.7487 -3.5664 2.4926 -3.02
Si 3.9712 1.6398 18.0756 -2.5841 -0.9244 -6.8213
Si -4.352 2.8178 17.4066 -0.013 1.0891 -1.9183
Si 1.4795 2.9386 14.5628 3.3031 -6.6935 1.7198
Si -0.7324 20.1431 14.5896 -2.5331 -2.4418 -1.0036
Si 14.102 5.5631 15.5473 -3.0732 1.5806 -1.4083
Si 4.114 13.0906 13.528 4.5484 1.3668 -0.8553
O 0.5071 -1.6348 -2.1614 0.259 -1.4257 1.7116
O -5.4189 -9.509 -2.0001 -1.7034 0.5177 1.8046
O -1.4488 4.7794 -0.4023 -0.9317 -2.5833 -0.8736
O 1.2408 0.9974 -2.059 -2.6568 -0.0987 -0.8038
O 1.4472 4.3055 -0.0654 1.7178 2.4517 3.8702
O 0.169 6.8233 -1.9888 0.769 2.0869 -1.6795
O 4.4356 -3.3651 -2.0312 1.2917 -0.1676 4.1109
O 7.6745 -0.3525 -1.7961 1.6753 1.055 -0.3609
O 4.3148 2.7793 0.6983 -0.4315 -1.1465 -2.1615
O 4.3121 0.6924 -1.0979 0.1096 -2.3143 6.004
O 3.2346 6.4015 -0.8245 -2.5026 -1.684 2.5499
O 13.0977 2.4182 -4.1228 0.4502 1.8579 -2.1134
O 5.5791 2.595 -6.9409 -2.6393 0.292 -0.5651
O 9.4439 7.2453 0.0727 0.9733 2.1404 -2.645
O 13.4176 4.3259 -5.8439 2.4576 6.1354 1.2592
O 8.4225 -8.2613 -1.928 -1.3316 0.0084 0.0827
O 7.8768 8.947 -0.9579 0.9112 0.8707 0.3065
O 2.7861 2.034 14.0541 -3.5609 1.8514 3.2282
O -0.5202 0.933 12.0569 0.2829 -2.8664 -1.3114
O -2.7238 5.0006 13.78 -0.1265 5.072 -1.3191
O -1.0785 7.4899 15.8284 0.4299 1.5741 0.0886
O -0.5093 14.4857 17.8538 0.1558 -1.4145 -1.1732
O 0.9952 6.6949 12.0119 -5.9409 -4.1005 -7.5146
O 3.5474 1.1601 12.1401 1.5609 -3.1645 -6.4123
O 8.6861 -0.64 11.3137 1.7824 1.1178 -0.2735
O 7.0523 4.5494 12.0217 -0.8686 -0.7575 0.1493
O 4.7088 0.3058 14.306 0.9501 -0.1626 0.3466
O 6.685 9.9647 12.9896 0.1395 -1.4645 -1.0747
O 2.762 8.4907 12.9535 2.7673 -0.2526 -4.8508
O 5.9638 -0.04 10.92 -2.108 1.4316 -0.2359
O 8.8551 -0.8634 16.2459 1.343 2.3295 -1.2357
O 9.7584 3.0177 12.0896 -1.4286 0.7552 1.1175
O 4.3526 4.8197 12.1493 1.094 -1.8733 0.0159
O 6.9371 7.237 13.893 1.1603 0.9493 -1.7382
O 11.4484 4.4081 10.8679 1.7571 -1.5956 -2.9132
O -1.6505 5.3303 17.4435 1.6928 -0.1219 -1.3416
O 3.8225 4.7516 16.4325 -1.2928 1.4141 -2.0597
O -5.9742 5.0539 14.3277 0.1935 0.2267 0.9526
O -1.1207 10.1465 14.376 0.6043 0.8902 1.7872
O 11.1673 0.6507 16.2048 -4.4785 -2.6413 -3.3098
O 6.3799 -0.5411 16.3198 -5.7441 -0.7777 -3.1987
O 9.3666 0.8081 13.9287 1.2776 2.0709 1.7159
O 13.5251 3.4096 12.0716 0.0041 -0.47 -4.4856
O 2.7177 -4.1448 16.2599 0.8913 0.0265 1.7938
O 15.7198 -1.5645 16.0699 -1.4243 -8.6553 0.5419
O 11.6351 2.4658 14.0514 -2.9499 -0.8993 -1.0047
O 16.6658 6.9123 16.2689 3.8449 -2.8476 -1.6091
O 7.8561 13.2288 16.4353 -0.3907 -2.2882 0.8616
O -2.1394 8.0054 13.5575 2.4987 0.4913 0.7511
O 2.763 6.387 14.1328 -0.841 0.7494 -1.9902
O 3.9689 12.0451 16.9105 0.2182 3.6676 -0.3872
O 0.8174 17.3112 15.895 3.0807 -1.4628 0.0239
O 12.2631 8.4135 14.0625 0.6293 -2.6373 -1.3976
O 6.2919 3.9383 16.5726 0.2852 2.0909 0.3724

Results
free energy: -36664.161 eV
free energy less fixed offsets of O -463.61, Si -117.95 eV per atom: 47.829 eV
pressure: -1.83 GPa
stress xx, yy, zz, yz, xz, xy (GPa, positive in tension): 2, 3.12, 0.36, -1.05, 0.07, -1.55
